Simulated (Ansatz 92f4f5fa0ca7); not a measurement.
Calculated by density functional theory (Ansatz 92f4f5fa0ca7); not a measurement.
Periodic cell of 234 atoms, Si146O88, from a study of silicon, its oxide and their interface. The atomic structure is a simulated model.
Doubt: the cutoff is far below the 930 eV that the study's wrapper takes by default for these files, so forces and energies are approximate.
This geometry differs little from another in the collection (a relaxation step or a small displacement).

Settings
functional: PBE
potential files: Ansatz PAW
basis: plane waves
wave-function cutoff: 580 eV
density cutoff ratio: 5
exchange-correlation grid ratio: 1
k mesh: 1 x 1 x 1, Gamma-centred
self-consistency stop: 5e-08 eV per atom in the density residual
occupations: fixed
spin: none
net charge: 0

Cell vectors (angstrom)
a	11.6015	0	0
b	0	10.938	0
c	0	0	32.7066

Atoms: element, x, y, z (angstrom)
Si	0.0333	-0.1762	23.8017
Si	3.8794	-0.0306	24.0636
Si	7.6245	-0.1582	23.9382
Si	1.8919	1.3001	23.9009
Si	5.7849	1.3075	24.0844
Si	9.6345	1.1242	23.863
Si	0.4338	5.5923	23.7986
Si	4.1851	5.3121	23.99
Si	7.7203	5.1716	24.4059
Si	2.4251	6.7928	23.9548
Si	6.0312	6.7695	24.1683
Si	9.6879	7.3809	23.8171
Si	1.9256	2.7229	25.8589
Si	5.8082	2.6215	26.0469
Si	9.7481	2.6513	25.8044
Si	0.0228	4.1898	25.7857
Si	3.9218	4.0211	25.9517
Si	7.7626	3.8767	26.2641
Si	2.0159	8.1179	25.9134
Si	5.8161	8.1793	26.0475
Si	9.6849	8.3578	25.9469
Si	0.1029	9.5484	25.8614
Si	3.8747	9.5433	26.0004
Si	7.7021	9.6133	25.9972
Si	0.0647	-0.024	27.8315
Si	3.8537	-0.0055	27.9006
Si	7.7762	0.0327	27.9015
Si	1.9474	1.3922	27.8481
Si	5.7983	1.2947	27.9493
Si	9.7482	1.3649	27.8215
Si	0.0014	5.4389	27.8249
Si	3.8691	5.435	27.8651
Si	7.7821	5.4916	27.9502
Si	1.9407	6.7978	27.8712
Si	5.8047	6.7854	27.9237
Si	9.7048	6.8674	27.8239
Si	1.9336	2.7345	29.8073
Si	5.8008	2.7345	29.8073
Si	9.6679	2.7345	29.8073
Si	0	4.1018	29.8073
Si	3.8672	4.1018	29.8073
Si	7.7343	4.1018	29.8073
Si	1.9336	8.2035	29.8073
Si	5.8008	8.2035	29.8073
Si	9.6679	8.2035	29.8073
Si	0	9.5708	29.8073
Si	3.8672	9.5708	29.8073
Si	7.7343	9.5708	29.8073
Si	0	0	31.7409
Si	3.8672	0	31.7409
Si	7.7343	0	31.7409
Si	1.9336	1.3673	31.7409
Si	5.8008	1.3673	31.7409
Si	9.6679	1.3673	31.7409
Si	0	5.469	31.7409
Si	3.8672	5.469	31.7409
Si	7.7343	5.469	31.7409
Si	1.9336	6.8362	31.7409
Si	5.8008	6.8362	31.7409
Si	9.6679	6.8362	31.7409
Si	1.9336	2.7345	0.9679
Si	5.8008	2.7345	0.9679
Si	9.6679	2.7345	0.9679
Si	0	4.1018	0.9679
Si	3.8672	4.1018	0.9679
Si	7.7343	4.1018	0.9679
Si	1.9336	8.2035	0.9679
Si	5.8008	8.2035	0.9679
Si	9.6679	8.2035	0.9679
Si	0	9.5708	0.9679
Si	3.8672	9.5708	0.9679
Si	7.7343	9.5708	0.9679
Si	0.0115	0.0247	2.8779
Si	3.7795	0.0878	2.8846
Si	7.7499	-0.022	2.9551
Si	1.838	1.5192	3.0052
Si	5.7673	1.339	2.9194
Si	9.6666	1.3485	2.8935
Si	-0.06	5.497	2.843
Si	3.8647	5.4566	2.9206
Si	7.742	5.48	2.9025
Si	1.9288	6.7853	2.8852
Si	5.8	6.8422	2.8966
Si	9.6545	6.8592	2.8367
Si	1.6107	3.0743	4.9303
Si	5.6846	2.794	4.7825
Si	9.6042	2.6325	4.8641
Si	-0.3851	4.3964	4.8864
Si	3.721	4.1468	4.9083
Si	7.6668	3.9862	4.7522
Si	2.0149	8.123	4.818
Si	5.8318	8.3694	4.7096
Si	9.82	8.1051	4.8161
Si	0.1294	9.5061	4.738
Si	3.8322	9.6112	4.7441
Si	7.872	9.5133	4.9016
Si	0.3504	-0.0897	6.6342
Si	3.9668	0.4048	7.5069
Si	7.9981	-0.345	7.0235
Si	1.4819	1.9278	6.9752
Si	6.1653	1.0842	7.5348
Si	9.8581	1.0822	6.7528
Si	-0.7554	6.9711	8.3011
Si	3.9483	5.5412	6.8121
Si	7.8081	5.5578	6.4572
Si	2.2328	7.1733	7.0212
Si	5.8661	6.9081	6.4731
Si	10.0451	6.1749	6.2198
O	3.0918	1.8017	7.4279
O	2.8724	8.1987	8.1532
O	5.7255	6.35	9.7535
O	12.3829	6.845	7.7192
O	6.0638	13.0614	6.2479
O	10.1372	8.4635	8.5096
O	3.3782	10.5932	8.8346
O	10.0635	1.8965	8.2089
O	7.7223	5.5068	8.1693
O	6.0394	3.7288	9.7979
O	0.8543	9.9636	7.9773
O	-0.3855	4.0014	9.113
O	2.6956	7.7263	22.5985
O	1.8852	2.2881	22.5458
O	5.6592	2.1753	22.6762
O	4.2097	9.9393	22.7363
O	6.2854	7.8101	22.8891
O	13.917	9.7256	20.9339
O	4.1059	4.3514	22.6069
O	11.2079	6.9785	23.3491
O	0.2874	4.4688	22.6114
O	7.7357	3.9606	23.2775
O	0.0952	9.8071	22.4076
O	9.1849	-5.0808	24.1652
Si	2.1692	9.5065	8.8483
Si	10.605	12.3481	16.7732
Si	1.3685	3.0244	16.4072
Si	6.7805	6.8316	8.6064
Si	3.4558	8.8848	21.7436
Si	5.6941	9.0129	19.8117
Si	12.3163	9.4486	20.9178
Si	2.3996	8.5088	14.4753
Si	11.5157	2.434	8.7793
Si	5.095	3.3738	21.7418
Si	8.4831	2.6446	15.0936
Si	7.3422	4.4547	17.5493
Si	8.7087	9.2247	8.8412
Si	1.8752	10.0292	11.8427
Si	6.8994	7.5097	17.1999
Si	8.4079	11.4667	11.114
Si	9.7345	1.7951	21.6059
Si	1.6462	10.9915	16.4242
Si	4.0395	12.3675	11.7916
Si	-1.3732	10.961	19.3467
Si	4.176	11.0401	17.9203
Si	9.2447	5.7157	19.7323
Si	7.3932	8.9387	22.4089
Si	11.3796	12.2788	11.7385
Si	2.6874	4.3096	11.732
Si	10.7346	3.9083	13.1613
Si	0.2567	6.7985	19.2495
Si	13.7442	4.4496	18.9939
Si	0.8946	3.2728	21.6867
Si	5.2552	9.4034	15.3742
Si	4.745	3.0788	18.8136
Si	6.2285	2.1175	9.6517
Si	13.1947	5.3894	14.3867
Si	4.9397	4.9215	9.6757
Si	9.5312	8.1665	18.253
Si	11.3645	4.9303	10.4473
Si	7.826	4.0942	21.6641
Si	6.4759	0.7174	13.5159
O	4.8045	10.4295	16.5506
O	10.8708	5.5672	19.7161
O	9.4099	3.5052	14.0326
O	10.9434	6.395	9.8521
O	11.8886	1.7011	10.2135
O	3.6301	-0.4537	6.1438
O	6.2221	3.5344	18.298
O	11.6483	15.9826	13.9303
O	6.6942	5.8926	17.1215
O	8.5754	4.75	18.5969
O	-5.2959	4.3208	21.1574
O	7.6208	8.0656	9.2466
O	4.5421	2.6608	20.3907
O	8.7996	10.2069	10.1492
O	6.1682	8.1924	15.9378
O	8.8741	8.1817	22.6177
O	2.071	12.5348	15.9273
O	4.9825	10.3638	19.1818
O	13.4086	9.7126	15.4215
O	8.5172	2.7551	21.0817
O	7.9082	3.6748	16.2302
O	13.4391	6.9758	14.799
O	9.2818	1.4021	15.8273
O	4.1367	4.7283	8.2568
O	4.5083	8.2568	20.6621
O	8.9243	7.3011	19.5118
O	10.3503	4.5517	11.6871
O	7.2664	12.8397	14.3119
O	4.3643	1.7251	17.9812
O	6.2503	8.0809	18.5964
O	13.3729	3.9322	20.4932
O	9.4476	9.7484	18.5897
O	5.0886	1.4484	13.0396
O	1.6254	6.0106	18.7939
O	0.1138	10.4382	19.768
O	11.6319	2.5546	12.8262
O	3.9177	4.9666	10.9182
O	1.9845	8.8292	12.9327
O	9.4762	0.4219	20.7374
O	0.0177	0.1272	16.6133
O	12.1706	10.9414	12.2073
O	3.7456	4.3798	18.6486
O	8.5018	7.871	17.0272
O	-0.5237	18.5531	18.0244
O	2.6444	5.0032	13.2016
O	12.9059	4.7216	10.9627
O	9.7792	12.0209	11.7702
O	8.698	5.3821	21.2191
O	2.5544	10.7224	17.7808
O	10.2094	1.3357	18.3628
O	2.991	2.6956	11.8386
O	3.1929	10.9829	11.8649
O	4.0175	8.6284	14.6389
O	1.7138	9.2886	10.3928
O	0.4745	18.8184	20.4629
O	6.9356	9.331	20.8653
O	6.1242	10.3199	14.3637
O	11.3536	2.7816	16.2744
O	13.1093	3.3352	17.996
O	1.9025	4.3459	15.6191
O	7.3834	0.1027	12.3006
O	7.6786	1.7443	10.3107
O	4.9494	1.4347	10.433
O	11.2008	2.4162	21.1651

Results
free energy: -142855.827 eV
free energy less fixed offsets of O -568.88, Si -635.61 eV per atom: 4.673 eV

Forces (eV/angstrom), in the order of the atoms: element, x, y, z
Si	0.0024	-0.0192	-0.0209
Si	0.013	-0.0166	-0.0043
Si	-0.0015	-0.0152	0.002
Si	-0.0006	0.0177	-0.0046
Si	-0.0011	0.0263	0.0095
Si	-0.0058	0.0118	0.0056
Si	-0.0041	-0.0134	0.0199
Si	-0.026	0.0003	-0.0137
Si	0.0202	-0.0107	-0.0166
Si	0.0061	-0.0033	-0.0068
Si	0.0148	-0.001	-0.0047
Si	-0.0099	-0.0181	0.0076
Si	0.0024	0.0103	0.0039
Si	-0.0077	0.0067	-0.0092
Si	0.0068	-0.0036	-0.0004
Si	0.0047	0.0055	-0.0144
Si	0.0096	-0.0204	0.0127
Si	-0.0171	-0.0022	-0.0021
Si	0.0005	0.0094	0.0078
Si	-0.0046	0.0202	0.0097
Si	0.0015	0.0033	-0.0252
Si	0.013	-0.003	0.0168
Si	-0.0013	-0.0182	0.0047
Si	-0.009	-0.0045	-0.0035
Si	0.0041	0.0083	-0.0142
Si	0.0026	0.0136	-0.001
Si	-0.0084	0.0111	-0.0063
Si	0.0034	-0.0109	-0.0033
Si	-0.0038	-0.0111	0.0027
Si	0.0022	-0.0103	-0.012
Si	0.0058	0.0012	0
Si	-0.0078	0.0104	-0.0054
Si	0.0059	0.0041	-0.004
Si	0.0088	-0.0049	-0.0088
Si	-0.0087	-0.0089	-0.007
Si	-0.0016	-0.0118	0.0003
Si	0.0267	0.0865	-0.0553
Si	-0.0809	0.0775	0.1273
Si	0.1404	-0.0439	-0.2783
Si	-0.0597	0.0269	-0.151
Si	-0.0068	-0.1506	0.0693
Si	0.0831	-0.0195	0.454
Si	0.0032	-0.0985	-0.0431
Si	-0.023	-0.0091	0.1039
Si	0.0358	-0.0227	-0.174
Si	0.0729	-0.0316	-0.1914
Si	-0.1313	-0.1331	0.121
Si	0.1391	-0.0646	0.0047
Si	0.0167	0.0511	-0.0289
Si	0.0068	-0.0132	-0.0218
Si	-0.0558	0.0647	0.0575
Si	-0.0047	-0.1467	0.0213
Si	0.0526	0.0034	0.0219
Si	-0.0125	-0.0906	-0.0372
Si	-0.0156	0.0814	-0.018
Si	0.0096	0.1014	-0.0088
Si	0.0229	-0.0671	0.1078
Si	-0.0209	-0.0864	0.0062
Si	-0.035	0.0415	0.0033
Si	0.038	-0.044	-0.0678
Si	-0.1134	0.2157	0.1761
Si	0.0542	-0.0617	0.1543
Si	0.0254	0.0352	0.0369
Si	0.0007	-0.1483	-0.2629
Si	0.0767	-0.0985	0.1148
Si	-0.0302	0.0629	0.0564
Si	0.0028	-0.0182	0.0484
Si	0.0288	0.0052	-0.0156
Si	-0.1341	0.3483	-0.4103
Si	0.0883	-0.0082	-0.0726
Si	-0.2578	0.1432	0.1328
Si	0.0113	0.0237	0.1956
Si	0.0039	0.0106	-0.0041
Si	0.013	0.0085	-0.0041
Si	0.0056	0.0076	0.0098
Si	-0.0118	-0.0107	0.0068
Si	-0.02	-0.01	-0.0007
Si	0.0037	-0.0075	-0.001
Si	-0.0021	0.0078	-0.0079
Si	-0.0033	0.0122	-0.008
Si	0.0179	0.0111	0.0058
Si	0.0065	-0.0037	0.013
Si	-0.0069	0.0044	0.0016
Si	-0.0084	-0.0113	-0.0133
Si	0.0034	0.0067	-0.0063
Si	0.0349	0.0196	-0.0181
Si	0.0063	-0.016	-0.0044
Si	0.0064	-0.0072	0.0062
Si	-0.0254	0.0004	0.0073
Si	-0.0322	0.0026	-0.0015
Si	0.0107	-0.0016	-0.0177
Si	0.0135	-0.0008	-0.0007
Si	0.02	0.004	0.0183
Si	-0.0171	-0.0045	0.0053
Si	-0.0071	-0.0323	-0.0339
Si	-0.0114	-0.0057	-0.0068
Si	0.0066	-0.0503	-0.0127
Si	-0.0561	-0.0072	-0.0056
Si	-0.002	-0.0078	-0.0095
Si	0.0046	0.0341	-0.0099
Si	0.0427	0.0254	-0.047
Si	-0.0098	0.0287	-0.0024
Si	-0.0267	-0.0099	-0.0035
Si	0.0188	-0.0161	-0.0015
Si	-0.0189	-0.0057	0.0067
Si	-0.0095	0.031	0.0188
Si	0.0085	0.0083	-0.0172
Si	0.0172	0.0246	-0.0122
O	0.0169	-0.0266	0.0051
O	-0.0056	-0.0034	-0.012
O	0.0013	0.0043	-0.002
O	0.0116	-0.0035	0.0014
O	-0.0006	-0.0546	0.0603
O	0.0073	0.0056	-0.0001
O	0.0136	0.0162	-0.0232
O	-0.006	0.0042	-0.0035
O	-0.0047	0.0049	0.0077
O	0.0004	-0.0105	-0.0125
O	0.0006	-0.0052	0.0084
O	0.0032	0.0019	-0.0118
O	0.0056	0.0071	-0.0003
O	0.0028	-0.0078	0.0071
O	0.0005	0.0019	-0.0048
O	-0.004	-0.001	0.0029
O	-0.0195	-0.0018	-0.0077
O	0.0007	0.0037	0.0044
O	0.0029	0.0015	0.0074
O	0.0045	0.0066	-0.0121
O	0.0013	-0.0035	-0.0024
O	-0.0025	0.0059	-0.0042
O	0	0.0109	0.0158
O	-0.007	0.0072	0.0122
Si	0.001	-0.0068	0.012
Si	-0.0002	0.0003	-0.0014
Si	-0.0003	-0.0007	-0.0002
Si	-0.0039	-0.0169	0.0162
Si	-0.004	-0.0041	-0.0074
Si	0.0013	-0.0001	-0.0064
Si	-0.0023	-0.0034	-0.0071
Si	0.0012	-0.0008	0.0047
Si	-0.0001	0.0014	0.0329
Si	0.0078	0.0001	-0.0094
Si	0.0005	0.001	0.0016
Si	0.001	-0.0012	-0.0023
Si	-0.0045	-0.0061	0.0228
Si	0.0006	-0.0002	0.0082
Si	-0.0001	-0.0016	-0.0025
Si	0.0053	-0.0028	0.0172
Si	0.0012	0.0049	-0.013
Si	-0.0002	-0.0004	-0.0009
Si	-0.0035	0.0013	0.0096
Si	0.0006	0.0008	-0.0043
Si	-0.0002	-0.0001	-0.0045
Si	0.0002	-0.0024	-0.0032
Si	0.0095	0.0091	-0.0028
Si	0.002	0.0028	-0.0002
Si	0.0017	0.0006	0.0061
Si	-0.0016	0.0008	0.0048
Si	-0.0007	-0.0024	-0.0029
Si	-0.0005	-0.0008	-0.0031
Si	-0.0075	0.0081	-0.0092
Si	-0.0003	-0.0014	0.0019
Si	0.0006	-0.0005	-0.0051
Si	-0.0026	0.0162	0.0451
Si	-0.0007	0.0002	0.0031
Si	0.0038	0.0118	0.0036
Si	-0.0012	-0.0021	-0.0026
Si	0.0001	-0.0123	0.0116
Si	-0.0037	0.0001	0.0094
Si	0.002	-0.0006	0.0071
O	0.0001	0.0001	0.0004
O	0.0005	0.002	-0.0004
O	0.0006	-0.0006	-0.0023
O	-0.0005	0.0148	-0.0138
O	-0.0004	-0.0002	-0.0125
O	0.017	0.0336	0.0416
O	0.0002	0.0007	0.001
O	0.0017	0.0004	-0.0024
O	0.0002	0.0011	0.0004
O	-0.0002	0.0001	-0.0004
O	0.0022	-0.0003	0.0066
O	0.0055	0.0053	-0.007
O	0.0004	0.0007	0.0032
O	-0.0011	-0.005	-0.0134
O	0.0009	-0.0004	-0.0002
O	0.0103	-0.0012	0.0104
O	0.0006	-0.0002	-0.0015
O	-0.0006	0.0005	0.0011
O	0.0003	-0.0005	-0.002
O	-0.0013	-0.0024	-0.0006
O	0	-0.0007	-0.0008
O	-0.0002	-0.0009	-0.0024
O	0.0003	-0.0004	-0.0015
O	-0.0092	-0.0071	0.0021
O	0.0007	0.0004	0.004
O	0.0004	0.0012	-0.0006
O	0.0024	0.0008	-0.0044
O	-0.0001	-0.0006	-0.0025
O	0.0003	-0.001	0.0006
O	0.0009	-0.0001	0
O	0.0014	-0.0008	0.0024
O	-0.0002	0.0012	0.0006
O	-0.0016	0.0009	-0.0052
O	0.0013	-0.0003	-0.0001
O	-0.0002	0.0011	0.0014
O	0.0007	0.0009	-0.0027
O	-0.0008	-0.0031	-0.0052
O	-0.0002	0.0011	-0.005
O	0.0003	-0.0001	0.0024
O	0.0001	-0.0001	-0.0008
O	0.0009	-0.0015	-0.0014
O	0.0001	0.0011	0.0008
O	0	-0.0001	-0.0004
O	0.0008	0.0003	-0.0004
O	0.0003	0	-0.0025
O	-0.0002	0.0027	-0.0054
O	-0.0043	-0.0021	-0.0041
O	-0.0002	0.0012	-0.0045
O	0.0005	-0.0001	0.0008
O	-0.0003	-0.0006	0.0013
O	0.001	-0.001	-0.0041
O	0.0004	-0.0013	-0.004
O	-0.0012	-0.0003	-0.0029
O	0.001	0.0003	-0.0117
O	0.0015	0.0009	0.0016
O	-0.0023	-0.0021	0.0016
O	0.0011	0.0017	-0.0045
O	0.0003	0.0001	-0.0017
O	0.0006	-0.0001	0.0003
O	0.0008	0.0015	-0.0018
O	0.0037	0.0007	-0.0087
O	-0.0103	0.003	-0.0214
O	0.0019	-0.0016	-0.0132
O	0.0034	-0.0029	0.0012

The program warned: the cutoff lies below the one the program advises for these potential files; the forces do not sum to zero within the program's tolerance; the exchange-correlation potential is rough where the density is thin.
